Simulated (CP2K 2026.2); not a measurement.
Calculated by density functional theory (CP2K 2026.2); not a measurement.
Periodic cell of 504 atoms, Si360O144, from a study of silicon, its oxide and their interface. The atomic structure is a simulated model.
Doubt: the forces sum to 1.51 eV/angstrom along one axis rather than to zero, so they err by at least 0.0030 eV/angstrom per atom on average; the grid cutoff is modest.

Settings
functional: PBE
method: Gaussian and plane waves
basis set: DZVP-MOLOPT-SR-GTH
pseudopotentials: GTH-PBE
grid cutoff: 350 Ry, relative cutoff 50 Ry
k points: Gamma only
occupations: fixed
spin: none
net charge: 0

Cell vectors (angstrom)
a 16.32 0 0
b 0 16.32 0
c 1.7151 3.9411 34.0461

Atoms and the computed forces on them: element, x, y, z (angstrom), force x, y, z (eV/angstrom)
Si 1.24 15.321 0.063 0.076 -0.06 -0.15
Si 4.359 1.058 0.099 -0.112 0.116 -0.134
Si 1.189 4.221 0.079 -0.013 -0.054 -0.202
Si 3.887 7.015 0.08 0.131 -0.145 -0.338
Si 1.614 9.269 0.006 -0.05 0.257 -0.285
Si 4.19 12.036 0.205 -0.122 -0.037 -0.177
Si 6.518 15.112 0.1 -0.071 0.045 -0.117
Si 9.279 1.544 0.011 0.082 -0.149 -0.366
Si 7.065 3.784 0.063 -0.159 0.177 -0.329
Si 9.565 6.721 0.222 -0.073 0.038 -0.341
Si 6.425 9.8 0.188 0.162 -0.149 -0.23
Si 9.745 12.114 0.219 -0.065 0.013 -0.368
Si 12.597 14.593 0.16 -0.091 0.186 -0.467
Si 15.247 1.127 0.027 -0.034 0.169 -0.26
Si 11.82 4.369 0.015 0.153 0.028 -0.439
Si 17.067 10.444 34.001 -0.118 -0.056 -0.279
Si 11.928 9.901 0.089 0.052 -0.02 -0.568
Si 14.891 12.49 0.192 0.147 0.064 -0.465
Si 2.732 16.385 1.517 0.091 0.015 -0.314
Si 5.491 2.673 1.415 -0.002 -0.124 -0.224
Si 2.756 5.4 1.388 -0.064 0.114 -0.137
Si 5.423 8.122 1.477 -0.056 0.126 -0.14
Si 2.629 10.872 1.467 0.01 -0.14 -0.157
Si 5.379 13.61 1.507 0.048 -0.049 -0.273
Si 8.156 16.281 1.366 -0.099 0.021 -0.123
Si 10.86 2.683 1.344 -0.08 0.013 -0.02
Si 8.086 5.422 1.465 -0.021 -0.134 -0.179
Si 10.828 8.285 1.427 0.054 -0.017 -0.122
Si 8.097 10.931 1.463 0.053 -0.016 -0.277
Si 10.964 13.594 1.531 0.046 -0.048 -0.134
Si 13.678 16.3 1.393 0.012 -0.092 -0.231
Si 16.324 2.714 1.436 -0.04 -0.108 -0.264
Si 13.613 5.422 1.232 -0.017 0.07 -0.193
Si 16.357 8.114 1.355 0.077 -0.035 -0.152
Si 13.647 10.888 1.392 -0.107 -0.011 -0.042
Si 0.085 13.711 1.465 0.008 0.134 -0.278
Si 1.391 1.437 2.849 0.015 0.041 0.134
Si 4.114 4.058 2.764 0.036 -0.012 -0.04
Si 1.383 6.771 2.784 0.082 0.065 0.085
Si 4.042 9.511 2.833 -0.026 0.016 0.115
Si 1.334 12.267 2.825 0.054 -0.069 0.064
Si 4.02 14.95 2.866 -0.035 -0.058 0.128
Si 6.824 1.319 2.816 0.042 -0.059 0.087
Si 9.516 4.056 2.774 0.072 0.02 0.229
Si 6.762 6.768 2.841 0.004 0.051 0.001
Si 9.458 9.548 2.837 -0.075 0.095 0.084
Si 6.799 12.296 2.852 -0.01 0.058 0.191
Si 9.543 14.983 2.781 -0.002 0.021 0.027
Si 12.263 1.349 2.716 -0.031 0.023 -0.038
Si 14.899 4.063 2.729 -0.058 0.095 0.086
Si 12.286 6.852 2.673 -0.038 -0.136 0.085
Si 14.976 9.48 2.732 0.03 -0.038 -0.012
Si 12.314 12.217 2.859 0.022 -0.018 0.177
Si 15.015 15.015 2.85 0.038 0.001 0.153
Si 16.36 16.377 4.223 -0.054 -0.079 -0.082
Si 2.763 2.765 4.202 -0.081 -0.051 0.023
Si 16.292 5.416 4.131 0.036 0.021 -0.118
Si 2.706 8.135 4.221 0.015 0.014 -0.196
Si 16.295 10.865 4.144 -0.007 0.052 0.023
Si 2.696 13.577 4.237 0.041 0.045 -0.035
Si 5.433 16.305 4.205 0.047 0.05 -0.101
Si 8.176 2.702 4.199 0.002 0.015 -0.177
Si 5.42 5.413 4.19 -0.008 0.012 0.057
Si 8.132 8.143 4.188 0.096 0.013 0.048
Si 5.431 10.89 4.2 -0.022 -0.06 -0.142
Si 8.194 13.64 4.194 -0.079 -0.061 -0.005
Si 10.906 16.343 4.136 -0.028 -0.016 0.046
Si 13.575 2.711 4.137 0.059 0.063 0.01
Si 10.913 5.469 4.104 -0.019 -0.066 -0.185
Si 13.62 8.152 4.134 -0.066 -0.031 -0.02
Si 10.878 10.879 4.196 0.048 0.03 -0.043
Si 13.651 13.617 4.215 -0.005 -0.014 -0.076
Si 1.344 14.954 16.553 0.002 0.029 0.061
Si 4.074 17.685 16.517 -0.032 0.006 0.024
Si 1.38 4.099 16.53 -0.011 -0.022 0.032
Si 4.069 6.794 16.539 0.032 0.038 0.036
Si 1.353 9.526 16.564 0.011 -0.006 0.032
Si 4.071 12.244 16.538 0.002 0.014 0.012
Si 6.822 14.942 16.519 0.03 -0.025 -0.001
Si 9.55 17.678 16.526 -0.024 0.004 0.005
Si 6.808 4.08 16.525 -0.019 0.004 0.023
Si 9.528 6.797 16.532 -0.031 -0.007 0.043
Si 6.834 9.535 16.521 -0.026 -0.039 0.034
Si 9.538 12.226 16.555 0.023 0.027 0.028
Si 12.276 14.95 16.549 -0.012 -0.036 0.047
Si 14.964 17.659 16.55 0.04 0.035 0.048
Si 12.265 4.069 16.54 0.023 -0.011 0.021
Si 14.966 6.825 16.575 -0.002 -0.011 0.047
Si 12.254 9.521 16.586 -0.004 0 0.068
Si 14.942 12.231 16.574 -0.031 -0.003 0.061
Si 2.738 16.31 17.899 -0.015 0.053 0.077
Si 5.403 2.752 17.884 0.071 -0.034 -0.007
Si 2.706 5.456 17.948 -0.013 -0.023 -0.02
Si 5.464 8.167 17.855 -0.003 0.009 0.063
Si 2.689 10.919 17.926 0.051 -0.014 0.052
Si 5.474 13.574 17.895 -0.067 0.031 0.004
Si 8.171 16.323 17.871 0.037 -0.029 0.08
Si 10.952 2.665 17.913 -0.051 0.085 0.022
Si 8.194 5.41 17.899 -0.018 0.064 0.081
Si 10.853 8.163 17.931 0.071 -0.03 0.01
Si 8.18 10.874 17.943 -0.039 0.007 -0.025
Si 10.924 13.579 17.912 -0.034 0.027 0.139
Si 13.621 16.298 17.959 -0.029 0.02 -0.02
Si 16.35 2.717 17.874 -0.013 -0.012 0.096
Si 13.584 5.459 17.921 0.027 -0.052 0.07
Si 16.321 8.187 17.977 -0.03 0.018 0.007
Si 13.63 10.85 17.997 -0.003 0.067 0.162
Si 16.257 13.635 17.942 0.072 -0.089 -0.024
Si 1.374 17.676 19.278 0.066 0.079 -0.07
Si 4.061 4.089 19.315 0.007 -0.047 -0.036
Si 1.378 6.845 19.338 0.032 -0.008 -0.041
Si 4.15 9.577 19.221 0.059 0.055 -0.118
Si 1.256 12.255 19.299 -0.092 -0.1 -0.089
Si 4.11 14.928 19.251 0.06 0.019 -0.113
Si 6.75 17.669 19.198 -0.092 0.004 -0.154
Si 9.589 4.027 19.249 -0.016 0.019 -0.161
Si 6.795 6.785 19.239 -0.038 -0.064 -0.098
Si 9.498 9.497 19.339 0.019 -0.033 -0.003
Si 6.842 12.259 19.308 0.001 0.01 -0.038
Si 9.591 15.008 19.244 0.052 0.051 -0.093
Si 12.293 17.647 19.357 -0.043 0.012 0.007
Si 15 4.091 19.236 0.052 0.051 -0.181
Si 12.186 6.794 19.313 -0.017 -0.04 -0.061
Si 14.983 9.493 19.448 -0.072 0.071 -0.053
Si 12.241 12.219 19.364 0.037 -0.081 -0.078
Si 14.947 14.979 19.398 -0.019 -0.068 0.055
Si 16.353 16.358 20.715 0.098 0.061 0.263
Si 2.726 2.714 20.696 -0.065 -0.063 0.275
Si 16.308 5.459 20.653 -0.08 -0.029 0.125
Si 2.826 8.241 20.595 0.067 -0.026 0.155
Si 16.311 10.939 20.849 0.022 -0.04 0.238
Si 2.67 13.603 20.554 0.027 0.103 0.254
Si 5.435 16.325 20.621 0.015 -0.066 0.22
Si 8.164 2.655 20.493 0.05 -0.026 0.263
Si 5.431 5.451 20.65 0.01 0.151 0.313
Si 8.121 8.109 20.665 -0.09 -0.008 0.131
Si 5.495 10.904 20.685 0 -0.115 0.263
Si 8.227 13.675 20.586 0.023 0.025 0.292
Si 10.922 16.304 20.756 -0.134 -0.015 0.304
Si 13.709 2.717 20.635 0.117 -0.034 0.149
Si 10.881 5.376 20.696 0.014 -0.007 0.165
Si 13.522 8.095 20.75 0.05 0.02 0.18
Si 10.846 10.826 20.739 -0.004 0.212 0.104
Si 13.559 13.625 20.79 -0.107 0.01 0.157
Si 1.614 15.156 21.998 -0.086 -0.161 0.272
Si 3.842 17.388 22.018 0.092 -0.046 0.257
Si 1.173 3.956 21.996 -0.001 -0.025 0.228
Si 4.371 7.132 21.992 -0.052 -0.055 0.138
Si 1.782 9.815 21.974 -0.117 0.021 0.306
Si 3.853 12.107 21.887 -0.05 0.038 0.378
Si 7.094 15.258 21.927 -0.084 -0.005 0.128
Si 9.257 17.491 21.96 0.048 0.063 0.069
Si 6.995 4.145 21.832 -0.006 -0.065 0.305
Si 9.156 6.421 21.94 0.115 -0.052 0.396
Si 6.623 9.294 22.067 -0.043 -0.002 0.221
Si 9.737 12.508 21.962 -0.166 -0.051 0.104
Si 11.974 14.694 22.212 0.071 0.126 0.155
Si 15.322 18.023 22.061 -0.097 -0.082 0.356
Si 12.52 4.202 21.963 -0.079 0.083 0.255
Si 14.66 6.461 22.028 0.017 0.111 0.367
Si 12.345 9.638 22.137 -0.067 -0.275 0.304
Si 14.575 12.03 22.187 0.266 0.1 0.203
Si 15.246 17.177 25.051 0.178 0.155 0.5
Si 7.095 12.845 29.315 -0.163 -0.126 -0.292
Si 11.044 18.734 24.197 -0.065 0.187 0.315
Si 12.508 16.02 25.087 -0.053 -0.087 0.584
Si 14.212 19.31 31.237 0.138 -0.141 -0.535
Si 2.383 6.174 29.827 0.07 0.181 -0.372
Si 11.378 15.267 27.873 0.079 -0.053 0.245
Si 10.088 8.625 27.006 -0.079 -0.004 0.318
Si 14.037 5.268 26.893 -0.034 -0.149 0.268
Si 5.365 8.947 26.911 -0.049 -0.003 0.152
Si 8.963 14.225 31.491 0.093 -0.177 -0.654
Si 6.68 6.383 26.509 -0.035 0.021 0.319
Si 14.327 15.188 28.859 0.01 0.071 -0.269
Si 15.947 5.44 31.201 -0.028 -0.094 -0.713
Si 9.267 17.374 29.093 -0.113 0.026 -0.514
Si 14.188 13.35 31.069 -0.177 0.339 -0.508
Si 4.469 17.599 31.898 0.16 0.003 -0.35
Si 16.047 10.96 31.108 0.061 -0.101 -0.685
Si 11.204 4.578 26.226 0.28 0.129 0.384
Si 12.564 9.236 25.159 -0.008 -0.08 0.456
Si 4.851 14.798 28.815 0.136 -0.032 -0.258
Si 11.221 13.156 29.958 0.045 0.06 -0.425
Si 7.796 11.248 24.173 0.189 -0.056 0.359
Si 15.131 7.33 25.01 -0.19 -0.279 0.592
Si 1.639 16.264 31.381 -0.32 -0.027 -0.661
Si 8.433 8.569 31.142 0.003 -0.028 -0.533
Si 6.038 10.441 31.016 -0.194 0.07 -0.566
Si 5.226 2.902 24.062 0.146 -0.127 0.438
Si 11.727 4.697 31.046 -0.095 0.159 -0.534
Si 2.966 10.819 26.479 0.334 -0.128 0.294
Si 2.925 13.83 30.886 0.022 -0.218 -0.601
Si 6.09 17.628 29.212 0.025 -0.094 -0.453
Si 17.013 9.407 24.74 0.197 0.176 0.732
Si 16.102 19.44 27.142 -0.015 0.103 0.205
Si 13.592 9.014 31.158 -0.125 0.012 -0.61
Si 17.331 14.916 24.939 -0.008 -0.067 0.567
Si 8.7 6.698 28.75 -0.004 -0.046 -0.139
Si 4.395 6.385 31.842 0.063 0.028 -0.592
Si 13.396 6.641 29.636 -0.004 -0.084 -0.47
Si 5.598 13.506 24.058 -0.146 0.16 0.346
Si 4.313 8.37 29.854 -0.14 0.101 -0.365
Si 1.7 11.62 29.055 -0.049 -0.013 -0.319
Si 14.656 11.384 24.969 0.099 0.037 0.63
Si 2.533 4.695 26.982 -0.167 -0.255 0.5
Si 9.907 3.976 28.859 -0.129 0.027 -0.274
Si 5.333 3.466 26.994 -0.059 0.187 0.342
Si 15.883 13.09 27.15 0.089 0.109 0.391
Si 10.861 10.557 31.282 -0.069 -0.015 -0.469
Si 9.551 17.114 32.067 0.07 -0.088 -0.41
Si 15.85 17.576 29.492 -0.039 -0.022 -0.407
Si 8.051 10.724 27.208 -0.131 -0.22 0.409
Si 9.214 6.738 24.986 -0.176 -0.121 0.579
Si 3.051 5.276 24.091 -0.169 0.121 0.442
Si 3.622 13.946 26.179 -0.208 -0.187 0.461
Si 1.362 14.973 5.589 -0.015 -0.005 -0.014
Si 4.094 1.372 5.572 0.003 -0.023 -0.03
Si 1.351 4.097 5.545 0.023 0.028 -0.036
Si 4.079 6.78 5.575 -0.057 0.012 -0.017
Si 1.337 9.524 5.55 0.055 -0.032 -0.038
Si 4.077 12.232 5.59 0.023 0.016 -0.021
Si 6.812 14.965 5.575 0.004 0.008 -0.022
Si 9.551 1.353 5.555 -0.019 0.043 -0.038
Si 6.806 4.072 5.558 0.021 -0.041 -0.034
Si 9.539 6.792 5.525 0.002 0.004 -0.053
Si 6.792 9.516 5.565 -0.027 0.034 -0.036
Si 9.535 12.256 5.565 0.018 0.016 -0.031
Si 12.248 14.98 5.543 0.033 -0.019 -0.049
Si 14.952 1.392 5.555 0.014 -0.002 -0.039
Si 12.238 4.093 5.514 -0.02 0.013 -0.055
Si 14.963 6.791 5.526 -0.002 0.005 -0.05
Si 12.252 9.501 5.533 -0.02 -0.005 -0.033
Si 14.981 12.226 5.569 -0.043 -0.002 -0.031
Si 2.732 16.332 6.946 0.007 -0.011 0.004
Si 5.455 2.722 6.945 -0.004 0.004 0.011
Si 2.707 5.438 6.94 -0.01 0.034 0.021
Si 5.44 8.151 6.937 0.015 -0.002 0.011
Si 2.707 10.867 6.939 0.01 0.005 -0.005
Si 5.449 13.6 6.944 0.007 -0.022 -0.005
Si 8.181 16.325 6.934 -0.016 -0.01 0.007
Si 10.896 2.734 6.914 -0.016 0.005 0.014
Si 8.178 5.438 6.914 0.003 0.002 -0.003
Si 10.89 8.15 6.911 0.007 -0.012 0.014
Si 8.166 10.883 6.925 0.004 -0.014 -0.001
Si 10.898 13.614 6.928 -0.023 -0.006 0.011
Si 13.603 16.335 6.924 -0.003 -0.001 0.004
Si 16.32 2.738 6.928 -0.003 -0.006 0.005
Si 13.601 5.438 6.902 0.011 -0.022 0.016
Si 16.31 8.152 6.917 -0.006 0.019 0.005
Si 13.603 10.865 6.919 -0.015 0.04 0.01
Si 16.327 13.597 6.945 0.016 -0.001 0.005
Si 1.36 1.372 8.304 -0.006 -0.024 -0.003
Si 4.081 4.081 8.306 -0.006 -0.018 0.001
Si 1.353 6.806 8.304 0.026 -0.007 0
Si 4.077 9.512 8.308 -0.014 -0.01 0.002
Si 1.364 12.237 8.315 0.009 0.019 0.011
Si 4.091 14.964 8.314 0.015 0.016 0.004
Si 6.818 1.361 8.311 0.009 0.017 0
Si 9.532 4.081 8.296 -0.007 -0.013 -0.003
Si 6.816 6.795 8.296 0.001 0.015 0.007
Si 9.532 9.515 8.287 0.004 0.019 0.002
Si 6.808 12.236 8.309 -0.014 0.004 0.004
Si 9.533 14.962 8.307 -0.003 -0.002 0.007
Si 12.247 1.374 8.298 0.014 0.003 0.001
Si 14.958 4.093 8.297 0.027 0.018 0.003
Si 12.247 6.793 8.289 -0.024 0.001 0
Si 14.959 9.511 8.298 -0.001 -0.013 0
Si 12.251 12.237 8.293 0.002 -0.005 0
Si 14.959 14.966 8.299 -0.015 -0.026 -0.001
Si 16.322 16.324 9.674 0.016 0.005 0.001
Si 2.724 2.723 9.682 0.011 0.012 0.003
Si 16.317 5.446 9.678 -0.009 0.007 -0.001
Si 2.717 8.158 9.682 0 0.006 0.003
Si 16.319 10.872 9.675 0.004 0.007 -0.001
Si 2.728 13.599 9.681 0.001 -0.009 0.008
Si 5.455 16.321 9.683 -0.001 -0.013 0
Si 8.177 2.723 9.679 -0.012 0.002 0
Si 5.449 5.441 9.673 -0.005 -0.003 -0.002
Si 8.173 8.159 9.67 -0.007 -0.009 0.001
Si 5.443 10.875 9.678 0.013 0.009 0.001
Si 8.172 13.597 9.677 0.003 -0.009 0.007
Si 10.893 16.326 9.674 -0.016 0.004 0
Si 13.608 2.728 9.675 -0.003 -0.017 -0.001
Si 10.891 5.439 9.673 0.003 -0.001 -0.004
Si 13.602 8.151 9.671 0.005 0.011 0.002
Si 10.89 10.875 9.665 -0.014 0.005 0.003
Si 13.607 13.597 9.67 0 0.011 0.004
Si 1.363 14.961 11.048 0.004 -0.005 0.001
Si 4.088 1.36 11.051 -0.006 0 -0.002
Si 1.362 4.086 11.05 0.01 -0.01 -0.002
Si 4.085 6.8 11.048 0.002 0.006 -0.001
Si 1.36 9.52 11.055 0.005 0.002 0.004
Si 4.085 12.237 11.056 0.005 0.007 0.003
Si 6.813 14.956 11.054 -0.006 0.007 0.002
Si 9.534 1.36 11.053 0.004 0 0
Si 6.811 4.082 11.047 -0.001 -0.007 -0.001
Si 9.533 6.801 11.047 -0.009 0.005 -0.003
Si 6.81 9.516 11.047 -0.001 -0.003 -0.002
Si 9.532 12.233 11.045 -0.01 0.007 0.002
Si 12.25 14.958 11.045 0.002 -0.007 0
Si 14.965 1.364 11.049 -0.003 0.003 -0.001
Si 12.25 4.084 11.053 -0.004 -0.001 0
Si 14.961 6.803 11.055 0.006 -0.003 0.003
Si 12.249 9.516 11.044 0 -0.008 -0.002
Si 14.963 12.236 11.047 0.002 0.004 0.002
Si 2.723 16.321 12.422 0.02 -0.002 0
Si 5.453 2.719 12.42 -0.003 0.017 -0.006
Si 2.721 5.447 12.424 0.007 -0.006 -0.003
Si 5.444 8.161 12.422 -0.002 -0.008 -0.006
Si 2.721 10.878 12.431 -0.006 0.006 0.004
Si 5.447 13.599 12.426 0.008 -0.01 -0.003
Si 8.178 16.313 12.426 -0.013 0.008 0.001
Si 10.895 2.719 12.426 -0.005 -0.009 -0.005
Si 8.17 5.443 12.421 0.004 -0.005 -0.003
Si 10.897 8.156 12.423 -0.011 0.017 -0.002
Si 8.174 10.873 12.422 -0.012 0.005 -0.002
Si 10.895 13.592 12.417 -0.014 0.001 0
Si 13.612 16.314 12.421 -0.009 0 0.002
Si 16.324 2.726 12.423 0.008 -0.003 -0.005
Si 13.609 5.441 12.433 -0.008 0.005 0.003
Si 16.316 8.167 12.43 0.008 -0.007 0
Si 13.605 10.876 12.422 0.009 0.003 0.006
Si 16.326 13.593 12.419 0.001 0.011 -0.001
Si 1.358 17.68 13.793 -0.008 0.027 0.001
Si 4.089 4.083 13.784 0.006 -0.019 -0.003
Si 1.357 6.808 13.799 0.008 0.01 -0.005
Si 4.082 9.517 13.802 0.021 0.005 -0.001
Si 1.356 12.236 13.804 0.017 -0.009 -0.001
Si 4.08 14.959 13.797 -0.025 0.019 0.001
Si 6.814 17.676 13.793 0.011 -0.023 -0.006
Si 9.533 4.083 13.792 -0.03 0.019 -0.005
Si 6.807 6.804 13.792 -0.023 0.013 -0.001
Si 9.545 9.52 13.796 -0.007 -0.027 -0.004
Si 6.81 12.234 13.792 0.004 0.012 -0.003
Si 9.543 14.95 13.795 0.01 -0.012 -0.003
Si 12.257 17.675 13.796 -0.003 0.007 -0.002
Si 14.973 4.086 13.807 0.004 -0.016 -0.002
Si 12.254 6.802 13.81 0.012 -0.018 0.001
Si 14.96 9.527 13.81 -0.017 0.008 0.005
Si 12.247 12.233 13.798 -0.013 0.021 0.003
Si 14.967 14.947 13.795 0.02 -0.009 -0.001
Si 16.321 16.312 15.167 0.001 -0.006 -0.008
Si 2.722 2.729 15.15 0.017 -0.002 -0.011
Si 16.32 5.461 15.185 0.002 -0.016 0.002
Si 2.711 8.166 15.178 -0.02 -0.023 0.003
Si 16.314 10.886 15.193 0.03 0.022 -0.01
Si 2.711 13.605 15.171 0.029 -0.006 0.001
Si 5.45 16.316 15.164 0.01 0.019 0.005
Si 8.177 2.718 15.16 0.014 0.017 0.007
Si 5.442 5.445 15.162 0.021 0 0.004
Si 8.179 8.161 15.156 0.012 0.012 -0.023
Si 5.444 10.884 15.169 -0.022 -0.017 -0.003
Si 8.186 13.581 15.161 -0.041 0.003 0.008
Si 10.908 16.305 15.17 -0.03 0.001 0.001
Si 13.621 2.71 15.17 -0.016 0.013 -0.005
Si 10.895 5.432 15.174 -0.012 -0.006 -0.01
Si 13.605 8.17 15.192 0.01 0.001 -0.004
Si 10.902 10.87 15.186 -0.002 0.013 -0.008
Si 13.611 13.585 15.172 -0.005 -0.005 -0.035
O 5.305 16.564 32.832 0.167 -0.185 0.514
O 17.286 14.442 23.373 0.086 -0.012 -0.59
O 5.431 5.518 32.712 0.082 -0.175 0.192
O 10.657 11.142 32.796 0.091 0.005 0.568
O 15.617 3.837 31.22 0.011 -0.008 0.311
O 14.697 12.547 23.801 0.107 -0.115 -0.508
O 1.682 10.271 25.679 -0.261 0.008 -0.208
O 1.699 14.86 30.543 0.077 -0.131 0.417
O 16.651 11.223 32.592 0.285 0.163 0.631
O 10.844 13.551 22.629 -0.142 0.086 -0.275
O 9.982 17.483 30.544 -0.059 -0.092 0.615
O 6.527 3.316 23.187 0.098 -0.031 -0.427
O 9.92 6.647 33.545 0.129 0.075 0.256
O 15.433 17.444 33.647 0.101 -0.064 0.375
O 14.202 13.262 32.683 0.19 -0.057 0.583
O 13.702 19.027 32.75 0.068 -0.196 0.648
O 13.584 5.318 22.602 -0.093 0.131 -0.488
O 8.182 16.361 22.534 0.026 0.174 -0.268
O 5.491 8.201 22.613 -0.134 0.075 -0.345
O 2.962 13.675 32.499 0.067 0.095 0.728
O 10.896 16.877 32.943 0.228 0.192 0.3
O 6.465 14.65 23.318 -0.171 0.145 -0.093
O 11.869 9.104 23.67 0.132 0.204 -0.877
O 17.447 15.955 32.89 0.064 -0.066 0.42
O 12.795 15.708 28.588 0.078 0.227 0.208
O 8.089 8.285 32.704 0.194 -0.061 0.445
O 14.023 16.276 25.683 0.001 -0.1 0.05
O 3.707 3.568 27.174 0.03 -0.112 -0.343
O 7.404 7.04 27.827 0.064 0.241 0.053
O 17.074 12.603 28.15 -0.194 0.175 0.277
O 10.523 14.203 30.997 -0.104 0.255 0.231
O 7.266 9.502 30.486 -0.001 -0.134 -0.064
O 2.855 10.955 22.573 -0.267 -0.108 -0.791
O 2.566 5.633 28.307 -0.05 0.178 -0.01
O 12.804 4.739 25.971 -0.259 -0.184 -0.356
O 10.107 16.256 28.226 -0.191 0.162 0.177
O 8.65 15.749 31.971 -0.022 0.299 0.31
O 7.924 12.001 28.201 0.088 0.151 -0.111
O 4.489 12.094 33.741 0.083 -0.141 0.064
O 4.259 9.878 26.153 0.057 0.178 -0.369
O 5.215 16.374 28.633 -0.169 0.105 -0.027
O 11.99 6.135 30.306 -0.256 0.092 0.172
O 5.917 5.001 26.924 0.141 -0.09 -0.276
O 3.378 5.456 30.924 0.086 -0.131 0.314
O 6.203 11.891 30.288 -0.166 0.051 0.451
O 11.59 4.818 32.654 -0.042 -0.116 0.768
O 10.573 3.274 25.502 -0.263 -0.186 -0.293
O 4.334 14.45 30.32 -0.061 0.28 0.18
O 8.097 5.232 22.413 0.108 0.067 -0.658
O 4.578 9.838 30.535 0.194 -0.081 0.437
O 12.773 12.962 30.364 -0.026 -0.252 0.389
O 9.344 9.876 27.743 -0.001 -0.06 -0.003
O 16.28 5.852 32.748 0.063 -0.213 0.906
O 5.471 18.051 30.671 -0.295 0.151 0.427
O 14.75 17.471 23.522 -0.047 0.112 -0.641
O 8.72 5.072 28.709 0.046 -0.017 -0.129
O 1.377 8.972 23.341 -0.098 0.038 -0.522
O 15.312 7.085 23.415 -0.124 -0.054 -0.529
O 10.052 7.398 28.108 0.198 0.144 -0.172
O 10.391 4.019 30.407 -0.153 0.113 0.216
O 16.67 16.393 25.06 0.059 0.208 -0.255
O 6.662 9.875 27.225 -0.104 -0.02 0.141
O 7.765 6.04 25.33 0.04 -0.076 -0.291
O 11.982 3.375 23.279 -0.113 0.044 -0.169
O 4.764 8.405 28.31 -0.155 -0.272 0.264
O 3.189 12.373 26.069 -0.099 0.08 -0.497
O 3.591 6.609 23.349 -0.085 0.062 -0.325
O 8.502 7.189 30.278 -0.072 -0.126 0.55
O 7.181 3.896 33.585 0.039 -0.116 0.568
O 16.416 2.839 22.591 0.125 0.067 -0.577
O 3.934 18.836 32.825 0.001 0.35 0.466
O 9.753 18.266 23.335 -0.024 -0.238 -0.456
O 12.418 10.124 31.188 0.15 0.186 -0.012
O 13.184 10.739 25.249 -0.071 0.249 0.132
O 1.695 4.729 23.37 -0.107 0.115 -0.248
O 12.551 14.983 33.609 0.088 -0.116 0.644
O 12.428 9.523 33.977 0.016 0.237 -0.017
O 4.537 17.883 23.445 -0.093 -0.111 -0.282
O 2.638 12.459 30.074 0.061 0.207 0.204
O 5.683 7.6 26.027 -0.082 -0.019 -0.044
O 3.54 7.372 32.823 -0.296 0.083 0.521
O 14.707 13.904 27.933 -0.095 -0.049 -0.122
O 8.684 18.312 32.737 0.197 0.128 0.223
O 14.659 6.137 30.52 0.067 0.055 0.383
O 16.535 18.644 28.486 0.172 -0.023 0.244
O 4.311 13.057 23.166 -0.04 -0.118 -0.483
O 4.175 4.123 23.969 0.086 0.146 -0.011
O 13.741 8.123 25.32 0.095 -0.021 -0.126
O 5.08 14.117 25.485 0.402 -0.144 -0.545
O 10.525 11.691 30.14 -0.048 -0.212 0.119
O 17.173 5.863 30.223 -0.4 0.143 0.166
O 12.549 15.17 23.7 0.12 -0.296 -0.623
O 1.774 3.968 33.486 0.032 -0.062 0.343
O 2.552 14.928 25.46 0.075 0.185 -0.487
O 14.858 4.066 27.611 -0.077 -0.109 -0.033
O 16.471 8.1 25.551 0.145 0.073 -0.332
O 9.569 6.997 23.435 0.274 0.035 -0.602
O 9.191 8.196 25.715 -0.028 -0.038 -0.465
O 1.848 9.287 33.486 -0.057 0.216 0.319
O 12.974 3.778 30.558 0.059 0.109 0.03
O 6.146 13.871 28.487 0.028 -0.1 0.1
O 15.417 16.344 28.515 -0.012 -0.055 0.087
O 5.671 18.975 25.617 0.043 -0.237 -0.496
O 6.159 10.505 32.63 -0.139 -0.138 0.643
O 11.046 13.748 28.433 -0.198 -0.095 0.008
O 13.621 7.961 32.42 0.051 -0.22 0.73
O 5.207 7.302 30.735 -0.087 -0.294 0.217
O 2.801 5.622 25.67 0.256 0.093 -0.487
O 6.871 14.714 33.788 0.416 -0.031 0.437
O 2.762 7.788 29.853 0.206 0.082 0.435
O 9.385 18.837 28.384 0.108 0.014 -0.014
O 3.695 14.406 27.74 -0.169 0.262 0.025
O 17.424 3.959 26.726 -0.047 -0.146 -0.231
O 11.564 9.007 26.443 0.163 0.12 -0.14
O 6.485 12.182 24.288 -0.045 -0.177 -0.179
O 2.666 10.736 28.083 0.236 -0.026 0.17
O 7.328 9.842 23.476 -0.229 0.05 -0.188
O 7.653 17.105 29.241 0.086 -0.195 0.248
O 17.152 10.588 29.962 -0.202 0.172 0.317
O 2.735 16.26 22.56 0.192 0.158 -0.491
O 10.423 5.88 25.664 -0.066 0.067 -0.119
O 11.623 15.263 26.256 -0.025 0.146 -0.485
O 15.038 9.716 31.19 0.033 -0.05 0.119
O 9.879 9.3 31.007 0.248 -0.207 -0.117
O 15.156 11.825 26.455 -0.006 -0.33 -0.204
O 16.503 13.947 25.933 0.191 0.195 -0.203
O 13.404 8.259 29.72 -0.094 0.345 0.172
O 14.487 18.026 30.268 -0.136 0.202 0.385
O 8.71 13.229 32.752 -0.125 -0.103 0.686
O 15.692 10.279 24.372 -0.168 0.046 -0.533
O 8.08 13.762 30.21 0.124 0.54 0.452
O 11.098 4.412 27.844 -0.062 -0.018 -0.198
O 16.961 17.257 30.605 0.148 -0.051 0.503
O 3.129 16.899 31.315 -0.075 -0.155 0.171
O 5.962 18.932 28.232 -0.01 -0.035 0.164
O 11.852 17.461 24.761 0.178 0.298 -0.02
O 8.397 11.12 25.678 0.155 0.188 -0.54
O 13.497 10.79 22.372 0.07 -0.045 -0.045
O 8.966 11.914 23.281 0.126 -0.048 -0.117
O 15.539 18.527 25.923 -0.231 -0.126 -0.357
O 13.499 6.256 28.063 -0.164 -0.042 0.211
O 15.091 5.968 25.888 0.014 0.163 -0.564
O 15.311 12.3 30.555 0.039 -0.172 0.117
O 14.532 14.828 30.449 0.155 -0.066 0.599

Results
total energy: -101658.735 eV
total energy less fixed offsets of O -438.35, Si -107.03 eV per atom: -5.535 eV
